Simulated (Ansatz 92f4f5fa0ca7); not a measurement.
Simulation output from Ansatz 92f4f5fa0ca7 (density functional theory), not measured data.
Periodic cell of 224 atoms, Si133O89H1N1, from a study of silicon, its oxide and their interface. The atomic structure is a simulated model.
Doubt: the cutoff is low for norm-conserving oxygen, so forces and energies are approximate.
Doubt: the program's own warning below bears on the result.

Settings: functional HSE06; potential files SPMS norm-conserving; basis plane waves; wave-function cutoff 800 eV; density cutoff ratio 4; exchange-correlation grid ratio 1; k mesh 1 x 1 x 1, Gamma-centred; occupations fixed; spin none; net charge 0.

Cell vectors (angstrom)
a 10.938 0 0
b 0 10.938 0
c 0 0 32.3245

Atoms: element, x, y, z (angstrom)
Si 0.4609 -0.5609 24.7642
Si 5.5561 -0.2865 24.9142
Si 2.5719 2.9415 24.9329
Si 8.0534 2.9515 24.6715
Si 0.3428 5.2214 24.8293
Si 4.8429 6.0166 24.82
Si 2.7087 8.2273 25.3074
Si 7.9416 8.5505 24.7071
Si 1.3706 1.2685 26.0852
Si 6.7798 1.44 26.0306
Si 4.064 4.2169 26.2011
Si 9.5577 4.1229 26.0791
Si 1.2731 6.7724 26.3462
Si 6.77 6.8875 25.9983
Si 4.1661 9.5903 26.4561
Si 9.5793 9.5715 26.0879
Si 2.716 0.0522 27.6
Si 8.1991 0.061 27.4579
Si -0.0173 2.6985 27.4708
Si 5.4565 2.7754 27.4995
Si 2.7109 5.468 27.6334
Si 8.1706 5.5044 27.4481
Si -0.0849 8.2215 27.5705
Si 5.5432 8.1459 27.6073
Si 4.1018 1.3673 28.9062
Si 9.5708 1.3673 28.9062
Si 1.3673 4.1018 28.9062
Si 6.8362 4.1018 28.9062
Si 4.1018 6.8362 28.9062
Si 9.5708 6.8362 28.9062
Si 1.3673 9.5708 28.9062
Si 6.8362 9.5708 28.9062
Si 0 0 30.2735
Si 5.469 0 30.2735
Si 2.7345 2.7345 30.2735
Si 8.2035 2.7345 30.2735
Si 0 5.469 30.2735
Si 5.469 5.469 30.2735
Si 2.7345 8.2035 30.2735
Si 8.2035 8.2035 30.2735
Si 1.3673 1.3673 31.6407
Si 6.8362 1.3673 31.6407
Si 4.1018 4.1018 31.6407
Si 9.5708 4.1018 31.6407
Si 1.3673 6.8362 31.6407
Si 6.8362 6.8362 31.6407
Si 4.1018 9.5708 31.6407
Si 9.5708 9.5708 31.6407
Si 2.7345 0 0.6835
Si 8.2035 0 0.6835
Si 0 2.7345 0.6835
Si 5.469 2.7345 0.6835
Si 2.7345 5.469 0.6835
Si 8.2035 5.469 0.6835
Si 0 8.2035 0.6835
Si 5.469 8.2035 0.6835
Si 4.1018 1.3673 2.0507
Si 9.5708 1.3673 2.0507
Si 1.3673 4.1018 2.0507
Si 6.8362 4.1018 2.0507
Si 4.1018 6.8362 2.0507
Si 9.5708 6.8362 2.0507
Si 1.3673 9.5708 2.0507
Si 6.8362 9.5708 2.0507
Si 0 0 3.418
Si 5.469 0 3.418
Si 2.7345 2.7345 3.418
Si 8.2035 2.7345 3.418
Si 0 5.469 3.418
Si 5.469 5.469 3.418
Si 2.7345 8.2035 3.418
Si 8.2035 8.2035 3.418
Si 1.307 1.4209 4.7221
Si 6.897 1.3421 4.8712
Si 4.1924 4.0274 4.7217
Si 9.5522 4.0949 4.8541
Si 1.3383 6.8598 4.7947
Si 6.8466 6.8003 4.7517
Si 4.1137 9.5751 4.7377
Si 9.6405 9.5244 4.839
Si 2.8227 0.1693 5.9552
Si 8.2407 -0.1127 6.2607
Si -0.0661 2.6439 6.2278
Si 5.6033 2.8244 6.2424
Si 2.7138 5.3503 5.9248
Si 8.2438 5.557 6.2328
Si 0.1652 8.276 6.3437
Si 5.3906 8.1034 6.0507
Si 3.8641 1.7499 7.358
Si 9.9687 0.881 7.6007
Si 1.5828 3.8847 7.3347
Si 6.6135 4.5129 7.6351
Si 4.1632 6.4983 7.2974
Si 9.3441 7.1843 7.5952
Si 1.6164 9.9188 7.5115
Si 6.8836 9.2218 7.4272
O 10.9738 5.876 23.3448
O 4.5216 0.0268 23.6669
O 8.0628 8.1826 8.0196
O 2.7269 2.8266 7.889
O 7.1423 4.0487 23.8322
O 1.6737 9.2597 24.5057
O 5.3675 5.5538 7.9088
O 0.3398 -0.0618 8.035
O 7.0607 4.1711 9.2001
O 5.7832 9.7404 8.5593
O 9.9441 6.4813 8.9749
N 2.8929 9.5448 8.7487
O 4.3542 0.9983 8.7357
O 1.0172 4.7228 8.6289
O 9.2686 1.268 9.0391
O 3.2071 6.8566 8.5918
O 7.381 6.2041 22.2048
O 8.8681 2.1248 23.4966
O 5.0843 5.4899 23.2818
O 3.3109 2.3975 23.5583
O 10.9055 -0.2629 23.2144
O 3.7301 7.2072 24.477
O 1.4348 4.0402 24.4747
O 6.7454 9.6485 24.3388
Si 14.6161 1.0482 22.7259
Si -1.3017 2.5664 22.1261
Si 0.7011 11.5173 22.0139
Si 11.5645 0.6988 14.9131
Si 5.7022 -0.7077 11.8934
Si 11.6162 15.6875 12.5867
Si 9.3374 1.487 10.6548
Si 5.2495 4.0024 19.947
Si 9.7725 7.981 13.445
Si 10.3698 -3.013 16.3984
Si 10.7852 5.2266 9.6178
Si -0.3092 5.4266 21.8071
Si 8.4878 -1.317 11.4376
Si 8.7487 4.9848 13.1439
Si 7.1933 3.4739 15.5249
Si 12.2259 5.9898 15.3147
Si 5.6588 5.6162 17.2819
Si 4.391 10.3746 9.1841
Si 13.3815 1.4114 18.6512
Si 9.6452 0.7315 19.8103
Si -1.1488 2.2118 16.9262
Si 12.5912 9.8283 17.1521
Si 5.1402 1.0791 20.0005
Si 3.5444 7.6906 16.3755
Si 12.9924 4.0762 19.9794
Si -3.627 9.633 19.7145
Si 8.3865 7.4149 21.8381
Si 2.5011 2.3511 13.337
Si 5.5962 -1.4965 14.7773
Si 2.684 8.0332 9.5813
Si -3.5935 -2.6872 16.9637
Si 0.7725 11.5308 11.9662
Si 6.4711 4.9485 22.6414
Si 1.5405 -7.1913 17.1581
Si 11.0973 8.7432 10.918
Si 5.3611 1.3593 14.022
Si 8.1404 4.0098 10.402
O 8.131 2.5136 11.0352
O 5.5965 -1.7505 13.1568
O 9.8039 1.5189 18.3993
O 3.6534 -6.6909 20.3139
O -1.401 8.8916 10.4029
O 0.0686 0.1613 20.5581
O 1.0623 7.9161 9.844
O 15.004 2.3399 13.7785
O 17.8818 -1.2777 10.9884
O 12.4923 0.1023 18.2447
O 10.9117 6.3786 16.2313
O 10.2814 -2.4107 14.8834
O 7.8601 4.3861 14.351
O 13.2176 12.1075 12.223
O 6.7579 6.743 16.9246
O 11.0825 11.1273 13.4359
O 12.9147 4.6163 15.8577
O 19.6576 -0.5469 19.4897
O 0.2767 13.0838 22.2723
O 5.8934 0.7793 12.5786
O 5.6562 2.5087 19.3769
O -1.9904 1.7666 20.8778
O 5.0745 0.0507 14.9879
O 7.9547 5.0241 11.6854
O 12.4931 2.027 14.6385
O 6.1345 4.1235 21.2989
O 1.7269 4.6797 18.4944
O 0.8735 10.2003 11.0496
O 3.8549 0.7122 19.0643
O 11.3212 8.8342 17.3487
O 11.4683 5.4327 11.1005
O 10.8748 12.7148 11.1708
O 3.0025 -2.0364 17.3523
O 6.0406 4.3366 16.3203
O -2.2621 8.1678 23.2711
O 0.9769 16.8091 13.7305
O 10.143 4.1121 12.9748
O 5.7021 5.1027 18.8307
O 9.5745 4.1673 21.8473
O 4.1995 6.3624 17.0844
O 3.463 7.8666 11.0112
O 4.492 -0.5988 10.816
O 7.6168 8.4481 20.8148
O 1.8333 2.4099 19.8472
O 8.9333 -2.925 17.1124
O -1.1601 6.7302 21.2204
O -2.3538 -1.9848 12.9118
O 8.9685 0.2088 11.5664
O -0.6801 12.0412 15.81
O 4.5943 8.333 15.3527
O 8.3414 2.8722 16.5407
O 2.3079 -3.7077 15.4438
O -4.7569 10.7646 20.1068
O 9.6396 4.0781 9.7469
O 13.443 2.4196 17.3444
O 2.314 0.3639 22.1217
O 11.0142 8.0344 12.3799
O 6.493 2.2255 14.7726
O -1.8292 6.5061 13.5689
O -0.0369 3.3935 16.9863
O 11.9845 4.9017 21.0002
O 4.6522 1.4486 21.5043
O 6.9865 -1.7973 15.6219
O 12.4894 -0.4268 15.6616
O 6.7917 -1.9467 18.3093
O 12.9005 3.7393 12.655
H 3.8723 7.0024 11.1644

Results
free energy: -55231.206 eV
free energy less fixed offsets of H -15.86, N -279.42, O -447.96, Si -113.29 eV per atom: 0.084 eV
gap between the highest filled and lowest empty level on this k mesh: 1.205 eV

The program warned: the cutoff lies below the one the program advises for these potential files; the model core charge is not resolved on the grid; the forces do not sum to zero within the program's tolerance; the potential files have known limits; the exchange-correlation potential is rough where the density is thin.
